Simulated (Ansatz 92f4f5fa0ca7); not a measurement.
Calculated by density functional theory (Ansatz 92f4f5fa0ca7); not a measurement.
Periodic cell of 225 atoms, Si132O91B2, from a study of silicon, its oxide and their interface. The atomic structure is a simulated model.
Doubt: the cutoff is low for norm-conserving oxygen, so forces and energies are approximate.
Doubt: the program's own warning below bears on the result.

Settings
functional: HSE06
potential files: SPMS norm-conserving
basis: plane waves
wave-function cutoff: 800 eV
density cutoff ratio: 4
exchange-correlation grid ratio: 1
k mesh: 1 x 1 x 1, Gamma-centred
occupations: fixed
spin: none
net charge: 0

Cell vectors (angstrom)
a	10.938	0	0
b	0	10.938	0
c	0	0	31.9494

Atoms: element, x, y, z (angstrom)
Si	10.6288	0.0035	24.4047
Si	5.0786	0.1331	24.6435
Si	2.8187	2.2997	24.5176
Si	8.5704	2.438	24.5507
Si	10.7099	5.592	24.3186
Si	5.1585	5.6145	24.4383
Si	2.9885	7.9547	24.3908
Si	8.4184	7.8353	24.4052
Si	1.2931	1.135	25.8298
Si	6.8161	1.3307	25.7314
Si	3.9855	4.0141	25.7245
Si	9.6879	4.0281	25.8365
Si	1.3397	6.7957	25.6594
Si	6.8063	6.7232	25.7404
Si	4.0062	9.472	25.9357
Si	9.4852	9.4449	25.7921
Si	2.6413	-0.1309	27.2765
Si	8.1394	-0.0653	27.1398
Si	0.0753	2.6598	27.199
Si	5.4524	2.7226	27.1072
Si	2.6666	5.4179	27.1043
Si	8.1929	5.3705	27.1279
Si	0.0109	8.1524	27.124
Si	5.5116	8.1447	27.1683
Si	4.0865	1.3298	28.4952
Si	9.5413	1.3277	28.499
Si	1.3864	4.0661	28.5597
Si	6.8103	4.0621	28.5227
Si	4.086	6.7801	28.4813
Si	9.5569	6.7837	28.481
Si	1.2978	9.4818	28.6164
Si	6.8252	9.5334	28.5584
Si	-0.0288	-0.004	29.9113
Si	5.4636	-0.0056	29.8933
Si	2.7644	2.7142	29.9019
Si	8.1981	2.7191	29.886
Si	-0.0023	5.455	29.888
Si	5.4632	5.4559	29.8859
Si	2.7542	8.1599	29.9031
Si	8.2253	8.1785	29.8883
Si	1.3673	1.3673	31.2657
Si	6.8362	1.3673	31.2657
Si	4.1018	4.1018	31.2657
Si	9.5708	4.1018	31.2657
Si	1.3673	6.8362	31.2657
Si	6.8362	6.8362	31.2657
Si	4.1018	9.5708	31.2657
Si	9.5708	9.5708	31.2657
Si	2.7345	0	0.6835
Si	8.2035	0	0.6835
Si	0	2.7345	0.6835
Si	5.469	2.7345	0.6835
Si	2.7345	5.469	0.6835
Si	8.2035	5.469	0.6835
Si	0	8.2035	0.6835
Si	5.469	8.2035	0.6835
Si	4.0754	1.3887	2.0664
Si	9.5907	1.3548	2.0428
Si	1.3649	4.123	2.0734
Si	6.8218	4.138	2.0385
Si	4.0909	6.8444	2.0394
Si	9.5633	6.8566	2.0734
Si	1.3639	9.5977	2.0558
Si	6.8441	9.6078	2.0539
Si	0.0324	0.0377	3.4671
Si	5.4748	0.0438	3.4162
Si	2.6938	2.7399	3.4719
Si	8.2452	2.7882	3.3302
Si	0.0316	5.5301	3.4567
Si	5.4726	5.5267	3.4252
Si	2.7445	8.2371	3.3925
Si	8.2753	8.3268	3.4402
Si	1.3199	1.4021	4.9236
Si	6.8885	1.4698	4.6876
Si	4.0779	4.1426	4.7734
Si	9.6012	4.0951	4.7483
Si	1.3635	6.982	4.83
Si	6.8353	7.0086	4.7207
Si	4.1066	9.5858	4.7584
Si	9.69	9.6302	4.9185
Si	2.7265	-0.0687	6.1859
Si	8.315	0.2182	6.0999
Si	-0.1447	2.7272	6.3505
Si	5.5485	2.8266	6.0881
Si	2.6975	5.5467	6.1115
Si	8.3043	5.6549	5.9181
Si	0.2251	8.4009	6.4543
Si	5.4956	8.3268	6.2118
Si	4.4061	1.1535	7.3036
B	9.2212	1.6675	7.2699
Si	1.1021	4.4486	7.4831
Si	6.6819	4.6074	7.2116
Si	4.2772	6.6879	7.4802
Si	9.7962	6.688	7.4697
B	1.8278	9.4846	7.4656
Si	6.7386	10.0096	7.397
O	9.5864	1.2413	23.9656
O	4.1064	6.8038	23.929
O	4.0111	1.2485	24.0163
O	9.5393	6.7076	23.8797
O	-0.0411	5.5485	8.0082
O	5.5643	0.1298	7.9215
O	5.4934	5.6131	7.7462
O	7.5626	4.3319	8.573
O	8.7584	7.1069	8.7086
O	2.3513	9.2658	8.7101
O	8.6107	1.9345	8.4632
O	7.6299	9.5227	8.705
O	3.5691	1.8037	8.558
O	3.6415	7.0766	8.9821
O	2.0124	3.9805	8.7909
O	8.1387	3.4851	23.3411
O	0.452	4.937	22.9326
O	1.8966	2.744	23.2262
O	5.8279	4.9018	23.1044
O	5.5263	10.0122	23.468
O	2.4424	8.6849	23.0019
O	0.1919	10.0688	23.069
O	7.7838	8.58	23.0635
Si	8.6597	7.6878	18.4147
Si	8.7912	6.3211	13.5523
Si	3.7948	1.5338	14.7062
Si	2.1246	5.7449	17.6004
Si	2.4217	3.1419	19.4696
Si	9.8162	9.0289	12.0578
Si	1.3298	9.4182	22.0593
Si	9.1696	0.9492	13.1945
Si	1.4601	5.058	12.9596
Si	1.8083	8.2812	12.7466
Si	6.6561	9.5596	22.4033
Si	4.5217	4.5989	15.6779
Si	8.1549	3.1576	9.4869
Si	0.8389	8.2475	19.2382
Si	6.9581	1.3495	21.0604
Si	8.2563	8.3501	9.641
Si	10.9105	5.1764	15.5547
Si	7.5697	9.4685	16.2839
Si	9.935	2.0664	20.264
Si	3.2831	8.433	9.8309
Si	6.7006	3.3524	17.381
Si	1.1668	0.2095	19.783
Si	3.2438	2.7951	12.2497
Si	7.2193	5.3901	19.6662
Si	5.7754	8.6549	11.5062
Si	5.7814	6.0515	13.1522
Si	4.6396	9.6983	17.592
Si	1.0243	3.6024	22.1534
Si	4.9057	1.4815	18.768
Si	3.1581	3.0625	9.4782
Si	6.4464	10.8027	13.7653
Si	10.3567	0.0814	15.9528
Si	5.6386	3.6494	11.0855
Si	9.8617	3.8519	11.8605
Si	2.3547	9.911	15.5024
Si	6.0786	8.1217	19.775
Si	6.9327	3.9675	22.3593
Si	9.7654	2.7568	17.3257
O	7.2044	6.339	13.9087
O	1.8782	7.0596	18.646
O	10.3371	3.9672	16.4369
O	6.1733	9.9416	17.0212
O	10.1523	0.6764	14.4545
O	8.4534	6.109	18.8442
O	5.1668	0.6711	14.4056
O	5.7336	2.0514	17.4916
O	8.349	1.9505	20.5122
O	1.9933	4.299	18.3826
O	6.9504	2.8126	10.5487
O	4.8779	2.6733	12.1498
O	6.0213	4.3984	16.3255
O	4.5247	3.9117	9.8869
O	10.6911	2.7878	21.52
O	9.7294	6.0923	14.8833
O	6.0103	6.4854	19.8127
O	4.0922	0.1693	18.2388
O	9.2432	10.5451	12.2595
O	2.8849	4.3514	12.633
O	1.911	10.6999	21.1892
O	3.9992	2.7207	19.3452
O	0.7418	10.0119	15.9271
O	1.2743	9.8051	18.8121
O	1.7185	1.6624	19.2524
O	8.9466	10.348	16.4655
O	4.8734	8.5821	18.7674
O	9.607	8.782	10.4578
O	6.7509	4.0852	18.8316
O	2.8473	1.7204	13.3773
O	5.8377	8.7705	21.2403
O	2.5261	2.4155	10.844
O	7.6111	4.8478	21.1552
O	5.215	7.4644	12.5073
O	0.4247	9.0806	12.5078
O	7.577	1.0444	13.5675
O	7.1051	9.6097	14.7118
O	8.9702	5.0215	12.5682
O	8.0887	8.0048	16.8808
O	6.2176	2.569	21.8742
O	2.4832	9.0661	14.055
O	0.4363	4.4627	11.8334
O	0.8124	8.3168	20.91
O	9.4623	3.6544	10.2948
O	9.665	2.3756	12.5556
O	7.6214	8.5604	19.3579
O	2.5024	8.289	11.2539
O	3.9833	3.052	15.3468
O	0.9137	4.5227	14.3968
O	10.0602	2.9991	18.9155
O	9.1539	7.7808	12.8988
O	10.5152	0.5432	20.0545
O	6.0077	5.0249	11.882
O	8.1636	2.7642	16.9757
O	3.5155	5.4779	16.6849
O	4.7081	9.0857	10.3202
O	1.5873	6.6834	13.0513
O	4.7616	5.4828	14.3083
O	2.0583	3.8502	20.9025
O	10.5397	1.3672	16.9431
O	0.916	6.0593	16.5409
O	7.3502	10.9485	21.8982
O	5.9345	0.9097	19.8879
O	6.0597	10.0186	12.3743
O	2.8407	0.539	15.567
O	7.0997	8.0193	10.7624
O	10.2432	8.017	18.6601
O	3.4578	9.1898	16.5363

Results
free energy: -55874.529 eV
free energy less fixed offsets of B -77.42, O -447.96, Si -113.29 eV per atom: -1.049 eV
gap between the highest filled and lowest empty level on this k mesh: 1.242 eV

The program warned: the cutoff lies below the one the program advises for these potential files; the model core charge is not resolved on the grid; the forces do not sum to zero within the program's tolerance; the exchange-correlation potential is rough where the density is thin.
